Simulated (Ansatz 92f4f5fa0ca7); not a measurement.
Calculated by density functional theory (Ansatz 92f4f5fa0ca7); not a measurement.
Periodic cell of 215 atoms, Si131O82As2, from a study of silicon, its oxide and their interface. The atomic structure is a simulated model.
Doubt: the cutoff is far below the 930 eV that the study's wrapper takes by default for these files, so forces and energies are approximate.
This geometry differs little from another in the collection (a relaxation step or a small displacement).

Settings: functional PBE; potential files Ansatz PAW; basis plane waves; wave-function cutoff 580 eV; density cutoff ratio 5; exchange-correlation grid ratio 1; k mesh 1 x 1 x 1, Gamma-centred; self-consistency stop 5e-08 eV per atom in the density residual; occupations fixed; spin none; net charge 0.

Cell vectors (angstrom)
a  10.938  0  0
b  0  10.938  0
c  0  0  31.5432

Atoms: element, x, y, z (angstrom)
Si  10.413  0.5556  24.3845
Si  6.0357  10.4783  24.1686
Si  1.9555  3.1857  24.1096
Si  8.6973  2.2449  24.3332
Si  0.4488  5.0555  24.196
Si  5.0958  5.9851  24.2334
Si  3.4041  7.6666  24.1938
Si  7.8304  8.8253  24.0226
Si  1.3135  1.437  25.503
Si  6.9051  1.2872  25.4791
As  4.093  3.991  25.1908
Si  9.6517  4.0857  25.4308
Si  1.4771  6.8372  25.3303
Si  6.9265  6.9657  25.281
Si  4.2295  9.5246  25.3547
Si  9.5191  9.6258  25.4494
Si  2.7893  -0.0112  26.6653
Si  8.216  -0.0242  26.9422
Si  -0.011  2.7589  26.8975
Si  5.4952  2.6943  26.739
As  2.7691  5.4384  26.853
Si  8.2353  5.5198  26.6518
Si  0.044  8.2051  26.6672
Si  5.5775  8.2283  26.7788
Si  4.11  1.3606  28.0965
Si  9.5825  1.3702  28.2147
Si  1.318  4.0563  28.2502
Si  6.8419  4.1394  28.0473
Si  4.2337  6.9112  28.16
Si  9.616  6.848  28.0642
Si  1.3952  9.569  28.0566
Si  6.8482  9.5517  28.2279
Si  0.0326  -0.0228  29.4921
Si  5.4635  0.0042  29.506
Si  2.7613  2.7124  29.5083
Si  8.1839  2.7557  29.4844
Si  -0.0137  5.4985  29.512
Si  5.4936  5.4507  29.4914
Si  2.7425  8.2021  29.4688
Si  8.2417  8.1705  29.5002
Si  1.3673  1.3673  30.8594
Si  6.8362  1.3673  30.8594
Si  4.1018  4.1018  30.8594
Si  9.5708  4.1018  30.8594
Si  1.3673  6.8362  30.8594
Si  6.8362  6.8362  30.8594
Si  4.1018  9.5708  30.8594
Si  9.5708  9.5708  30.8594
Si  2.7345  0  0.6835
Si  8.2035  0  0.6835
Si  0  2.7345  0.6835
Si  5.469  2.7345  0.6835
Si  2.7345  5.469  0.6835
Si  8.2035  5.469  0.6835
Si  0  8.2035  0.6835
Si  5.469  8.2035  0.6835
Si  4.1173  1.3474  2.0544
Si  9.542  1.3816  2.042
Si  1.3345  4.1286  2.0559
Si  6.8541  4.0705  2.0559
Si  4.0807  6.8584  2.0393
Si  9.596  6.8098  2.0519
Si  1.378  9.5571  2.0569
Si  6.8322  9.5707  2.066
Si  -0.0418  -0.0136  3.3483
Si  5.4646  -0.0144  3.4858
Si  2.6992  2.717  3.344
Si  8.1865  2.6962  3.4947
Si  -0.0228  5.4669  3.5148
Si  5.4578  5.4681  3.3289
Si  2.7356  8.2022  3.4821
Si  8.228  8.1801  3.38
Si  1.2941  1.3638  4.6793
Si  6.8388  1.3053  4.9141
Si  4.0635  4.1149  4.6453
Si  9.5299  4.0651  4.8985
Si  1.3524  6.8709  4.8923
Si  6.8379  6.799  4.6871
Si  4.103  9.5634  4.8919
Si  9.5732  9.5649  4.7494
Si  2.6183  0.0397  6.1147
Si  8.2256  -0.1326  6.2692
Si  -0.022  2.6499  6.1992
Si  5.3758  2.7674  6.0774
Si  2.7481  5.4307  6.1357
Si  8.0921  5.4379  6.1886
Si  -0.0053  8.2966  6.2392
Si  5.5654  8.1505  6.1532
Si  3.4716  1.9431  7.183
Si  10.0192  0.8314  7.4734
Si  1.7683  3.6601  7.3512
Si  6.2033  4.5272  7.3903
Si  4.6323  6.3108  7.2551
Si  9.1611  7.1902  7.3304
Si  0.8903  10.1573  7.5279
Si  7.4083  8.8893  7.493
O  4.5558  6.6125  8.8813
O  1.3927  3.9846  8.9434
O  9.7431  6.5494  8.7498
O  1.2989  10.1116  9.1609
O  6.0609  4.2262  9.0323
O  3.7017  1.6326  8.778
O  7.1337  8.9721  9.1439
O  9.6442  1.0851  9.0744
O  8.2766  2.5334  22.7607
O  10.9617  5.5836  22.6819
O  5.6164  0.0469  22.6512
O  5.3165  5.4162  22.6933
O  2.1356  2.8027  22.5111
O  3.3064  7.849  22.5421
O  8.3686  8.7185  22.4401
O  -0.147  11.2391  22.7986
Si  2.1467  2.9724  12.9018
Si  8.68  1.3188  10.362
Si  1.0566  4.4984  15.3614
Si  7.5432  5.5866  12.2112
Si  2.4001  8.1756  21.2355
Si  5.4147  7.797  12.4712
Si  9.2594  0.4598  15.51
Si  2.902  -0.0477  16.6711
Si  10.4606  1.1603  12.6163
Si  7.7603  2.8238  21.2608
Si  9.1288  8.7882  14.4709
Si  1.4715  4.7754  10.3667
Si  4.466  9.4791  19.1544
Si  11.0568  6.1013  21.1397
Si  6.6105  10.448  14.8602
Si  5.3772  0.7216  21.2001
Si  2.3405  9.8134  10.3935
Si  0.4175  10.6359  21.4218
Si  5.8495  5.2595  21.169
Si  3.6379  7.0875  10.1128
Si  9.0366  5.6911  14.8583
Si  3.6553  4.0914  19.128
Si  10.0222  3.6632  19.3381
Si  4.2516  8.666  15.3651
Si  0.4455  1.9185  17.174
Si  6.7834  7.5347  19.2758
Si  5.2597  3.6222  16.7731
Si  7.7838  5.0191  17.5474
Si  6.6566  9.9328  10.3736
Si  4.3759  1.0611  10.1118
Si  -0.0357  9.0909  11.9154
Si  9.0874  8.6334  20.9656
Si  4.5466  1.6692  14.6029
Si  2.4366  2.0799  21.072
Si  6.3265  3.349  10.3801
Si  3.4283  5.9148  16.7521
Si  9.8806  6.5375  10.3627
O  0.1184  2.6309  18.6044
O  2.9195  9.6322  15.5862
O  10.8479  4.7928  20.1877
O  7.5804  2.4232  9.9377
O  10.924  5.3418  10.8083
O  6.5976  6.748  12.87
O  10.3247  8.0601  10.7932
O  7.6625  9.4602  14.0102
O  8.4164  6.2126  10.9902
O  5.3347  10.4986  20.0732
O  2.1606  3.7335  11.442
O  7.9591  8.5555  19.7828
O  6.2047  6.7311  20.5798
O  5.5024  2.7127  15.4411
O  1.294  0.9273  20.7286
O  6.0465  9.0656  11.6261
O  4.6203  4.987  16.1422
O  6.6023  3.9024  17.6609
O  10.5142  10.6677  11.8291
O  5.5733  0.5014  14.0105
O  8.0114  5.1026  15.9517
O  9.7325  9.8227  15.592
O  -0.4043  5.1537  15.15
O  1.5595  6.8266  20.8269
O  1.4894  0.634  17.1908
O  6.5839  1.7654  20.8497
O  1.0089  1.7896  12.8481
O  3.2418  5.4993  18.3493
O  9.5301  2.0157  11.5848
O  1.0088  3.0972  16.1964
O  8.5741  5.1451  13.3957
O  10.2755  8.578  13.3242
O  1.4297  9.3948  21.7003
O  10.0572  9.9462  20.6525
O  3.1768  0.218  10.8811
O  5.0775  2.3633  10.8416
O  1.7249  4.1559  13.9271
O  7.9114  10.8785  10.8475
O  9.1415  4.4861  18.2463
O  5.6315  9.4929  15.7815
O  5.5246  -0.024  9.7408
O  3.5855  2.3154  13.4198
O  1.9764  5.6369  16.0707
O  9.7019  1.0577  14.0522
O  4.4031  6.9441  11.5303
O  4.73  4.5044  20.2733
O  9.9425  1.3457  16.6668
O  6.665  4.3249  11.6514
O  5.5677  8.398  18.6045
O  9.0486  2.7334  20.2645
O  3.5974  1.132  15.8071
O  4.2252  3.0832  17.9465
O  9.9078  7.224  20.89
O  3.3436  8.6651  9.8266
O  3.9262  7.4228  16.3791
O  7.6257  0.4811  15.7156
O  8.9206  7.3044  15.0607
O  3.9205  1.4384  21.1989
O  1.591  9.1493  11.7052
O  2.3219  6.1514  10.1877
O  7.3405  6.4604  18.1764
O  7.2044  4.3564  21.1615
O  4.5446  8.242  13.7984
O  3.324  8.6564  19.9887
O  2.4897  3.2389  19.9054
O  3.7175  10.3466  17.9852

Results
free energy: -139626.015 eV
free energy less fixed offsets of As -4856.12, O -568.88, Si -635.61 eV per atom: -0.705 eV

Forces (eV/angstrom), in the order of the atoms: element, x, y, z
Si  -0.0068  -0.0001  -0.0028
Si  -0.003  0.005  -0.0001
Si  0.0052  -0.001  -0.0115
Si  -0.0016  -0.0046  -0.0004
Si  -0.0154  -0.0109  0.0038
Si  0.005  -0.003  0.0139
Si  -0.001  0.0218  0.0083
Si  0.0028  0.0076  -0.0013
Si  -0.0047  0.0022  0.0159
Si  0.0101  -0.0096  -0.0097
As  0.0083  -0.005  -0.0039
Si  0.0087  -0.0053  0.0071
Si  0.0018  0.0047  -0.0114
Si  -0.0099  0.0043  0.0088
Si  0.0041  -0.012  0.0054
Si  -0.0012  0.0044  -0.0046
Si  0.0017  0.0086  -0.0076
Si  0.0029  0.0027  0.0065
Si  -0.005  -0.0048  -0.008
Si  -0.0095  0.0053  -0.002
As  0.0128  -0.0111  0.0086
Si  -0.001  0.0001  -0.0066
Si  -0.0068  0.0034  0.0033
Si  0.0093  0.0097  -0.0005
Si  0.0006  -0.0008  0.0032
Si  -0.0048  -0.0047  -0.0122
Si  0.0003  -0.0003  0.0049
Si  0.0012  -0.0006  0.0077
Si  -0.0019  -0.0041  0.0086
Si  0.0005  0.0011  0.0029
Si  -0.0023  -0.0021  0.0042
Si  -0.0061  -0.0013  -0.0181
Si  -0.0034  0.0026  -0.0028
Si  0.006  -0.0026  -0.0012
Si  -0.0031  0.0009  -0.0034
Si  0.0031  -0.0027  -0.0023
Si  0.0005  -0.001  -0.0033
Si  -0.0036  0.0047  -0.0044
Si  0.0014  0.0004  -0.0026
Si  -0.0021  0.0028  -0.0018
Si  0.0884  -0.0859  0.1062
Si  -0.1285  0.1378  -0.052
Si  0.1633  -0.0897  0.0493
Si  -0.0839  0.0758  -0.059
Si  0.0491  0.1776  -0.0475
Si  0.112  -0.1105  0.0604
Si  -0.1028  -0.0249  -0.0595
Si  0.1673  -0.0969  0.0421
Si  0.0429  -0.1152  0.0588
Si  -0.1688  0.0646  -0.0697
Si  -0.1683  0.1342  -0.0538
Si  0.0873  -0.1176  0.0098
Si  -0.1938  0.1212  -0.0364
Si  0.0641  -0.1671  0.0986
Si  0.1878  -0.0816  0.0338
Si  -0.0473  0.145  -0.0742
Si  -0.0003  -0.0008  0.0018
Si  -0.0008  0.003  -0.0002
Si  -0.003  0.0015  0.0021
Si  0.0017  0.0003  0
Si  -0.0014  0.0022  -0.0014
Si  0.0007  0  0.0013
Si  -0.0012  0.0005  0.0005
Si  0.0006  -0.0009  0.004
Si  0.004  -0.0029  0.0046
Si  -0.0006  0.0009  -0.0037
Si  0.0017  -0.002  0.0024
Si  -0.0013  0.0029  -0.0029
Si  0.0001  0.0002  -0.0059
Si  0.0021  -0.0049  0.0061
Si  -0.002  0.0015  -0.0028
Si  -0.0023  0.0014  0.0001
Si  -0.0005  0.001  0.001
Si  -0.0005  -0.0014  0.0037
Si  0.0009  0.0005  0.0001
Si  -0.0005  -0.0016  0.0039
Si  0.0003  0.0005  0.0034
Si  -0.0003  0.0006  0.0003
Si  0.001  0.0004  0.0044
Si  0  -0.0003  0.0003
Si  -0.0013  -0.0009  -0.0028
Si  -0.001  0.0007  -0.0024
Si  0.001  0.0005  -0.0016
Si  0.0004  0.0018  -0.0042
Si  0.0004  -0.001  -0.0032
Si  -0.0019  -0.0004  -0.0015
Si  -0.0005  0.0014  -0.0021
Si  0  0.0005  -0.0025
Si  -0.0022  0.0016  0.0033
Si  -0.0002  -0.0012  -0.0007
Si  0.0003  0.0009  -0.0029
Si  -0.0013  0.0022  -0.0012
Si  0.0004  -0.0015  0.0018
Si  -0.0007  0.0021  -0.0013
Si  -0.0014  0.0007  -0.001
Si  0.0003  -0.0002  0.0005
O  -0.0015  0.0001  0.0004
O  -0.0002  0.0009  0.0031
O  0  -0.0005  0.0019
O  -0.0013  0.0003  -0.0003
O  -0.0009  -0.0003  0.0019
O  0.0021  -0.0009  -0.0001
O  -0.0007  0.0012  0.0007
O  0.0002  0.0001  0.0001
O  -0.0024  0.005  -0.0088
O  0.0026  0.0028  0.0009
O  -0.0019  0.0031  -0.0108
O  0.001  -0.0019  -0.01
O  -0.0035  0.0017  0.0064
O  0.0009  -0.0054  -0.0022
O  -0.0025  -0.0018  0.0029
O  0.0014  -0.0018  -0.0009
Si  -0.0002  0.0002  0.0013
Si  -0.0032  0.0011  0.0005
Si  -0.0005  0.0006  0.0018
Si  -0.0013  0.0011  0.001
Si  -0.0021  0.0006  -0.0046
Si  -0.0011  -0.0001  0.0003
Si  -0.0003  0.0012  0.0016
Si  -0.0006  0.0008  -0.0003
Si  -0.0001  -0.0007  0.0017
Si  -0.003  -0.002  0.0067
Si  -0.0008  0  0.0018
Si  0.0001  0.0005  -0.0002
Si  0.0019  0.0022  0.0022
Si  0.0018  -0.0001  -0.006
Si  -0.0012  0.0005  0.002
Si  -0.0037  0.004  0.0082
Si  0.0007  0.0002  -0.0001
Si  0.0003  0.0038  0.0012
Si  -0.0017  -0.0017  -0.0016
Si  0.0001  -0.002  -0.0022
Si  -0.0006  -0.0002  0.0026
Si  -0.0004  -0.0018  0.0017
Si  -0.0016  0.0001  0.0004
Si  -0.0006  0.0001  0.0021
Si  0.0008  0.0015  0.0015
Si  -0.0005  -0.0002  0.0005
Si  -0.0001  0.0006  0.0024
Si  -0.0012  -0.0006  0.0011
Si  0.0003  -0.0007  -0.0021
Si  0.0024  0.0003  -0.0021
Si  -0.0004  0.0023  0.0007
Si  -0.0015  0.0016  -0.0026
Si  -0.0011  0.0003  0.0038
Si  0.0017  0.0049  0.0041
Si  0.0001  -0.0005  -0.0004
Si  0.0017  -0.0018  0.0015
Si  -0.0001  -0.0013  -0.0001
O  -0.0009  0.0004  -0.0008
O  -0.0001  -0.0007  -0.0009
O  -0.0012  0.0012  0.0014
O  0.0009  -0.0006  0.0018
O  -0.0006  0.0006  -0.0004
O  0.0003  -0.0001  -0.0014
O  0.0006  0.0018  0.0015
O  -0.0002  -0.0001  -0.0005
O  -0.0012  -0.0001  0.0004
O  -0.0021  -0.0022  0.0003
O  -0.0008  0.0015  -0.0005
O  0.001  -0.0002  0.0001
O  0.0005  0.0014  0.0011
O  -0.0008  -0.0001  -0.0013
O  -0.0039  -0.0035  -0.001
O  -0.0015  -0.0014  0.0011
O  -0.0016  0.0008  0.0008
O  -0.0009  -0.0003  -0.0016
O  0.0009  -0.0014  0.0015
O  -0.0005  0.0003  -0.0007
O  0.0006  0.0002  -0.0011
O  -0.0006  -0.0002  -0.0016
O  0.0006  0.0004  -0.0005
O  0.0008  -0.001  -0.003
O  -0.001  0  -0.0005
O  0  -0.0003  0.0038
O  -0.003  -0.0007  -0.0003
O  -0.0009  0.0006  -0.0012
O  -0.0002  -0.0013  -0.0001
O  -0.0013  -0.0005  -0.0001
O  -0.0012  0.0003  -0.0013
O  0.0002  0.0009  -0.0015
O  -0.0004  0.0002  0.0004
O  -0.0001  -0.0001  -0.0002
O  0.0001  -0.0004  -0.0011
O  -0.0006  -0.0012  -0.0027
O  -0.0007  -0.0002  -0.0009
O  0.0001  0.0021  -0.0011
O  0.0005  -0.0007  0.0001
O  -0.0007  0.0001  -0.0008
O  -0.0045  0.0034  0.0023
O  -0.0008  0.0004  -0.0006
O  -0.0011  -0.0007  -0.001
O  0  0.0005  -0.0011
O  0.0016  0.001  0.0007
O  0.0007  0.0011  0.0002
O  -0.0006  -0.0004  -0.0018
O  -0.0001  0.0003  -0.0007
O  -0.0009  0.0013  0
O  0.001  0.0001  0.0003
O  0.0007  0.0009  -0.0016
O  0.0001  0.0006  -0.0013
O  -0.0032  0.0002  -0.0008
O  -0.0022  0.0016  0.0023
O  -0.0002  0  -0.0012
O  0  0.0001  -0.0007
O  -0.0005  0.0013  -0.0009
O  0.0055  -0.0021  -0.0042
O  -0.0051  0.0021  0.0001
O  -0.0003  -0.0017  0.0007
O  -0.0007  0.0012  0.0008
O  -0.0001  -0.0036  -0.0024
O  0  0.0002  -0.0011
O  -0.0003  0.0015  0
O  0.0004  -0.0013  0.0004
O  0.0005  -0.0014  -0.0005

The program warned: the cutoff lies below the one the program advises for these potential files; the forces do not sum to zero within the program's tolerance; the exchange-correlation potential is rough where the density is thin.
